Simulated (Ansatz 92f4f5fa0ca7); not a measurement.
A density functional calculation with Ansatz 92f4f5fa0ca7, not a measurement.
Periodic cell of 534 atoms, Si286O176H72, with a vacuum gap, from a study of silicon, its oxide and their interface. The atomic structure is a simulated model.

Settings: functional r2SCAN; potential files Ansatz PAW; basis plane waves; wave-function cutoff 800 eV; density cutoff ratio 5; exchange-correlation grid ratio 1; k mesh 1 x 1 x 1, Gamma-centred; self-consistency stop 2e-11 eV per atom in the density residual; occupations fixed; spin none; net charge 0; applied field sawtooth along c, amplitude +0.015 V/angstrom in the program's sign convention, ramp centred at 0.9882 of c and 0.0237 of c wide, no dipole correction.

Cell vectors (angstrom)
a	16.332	0	0
b	0	16.332	0
c	0	0	42.2523

Atoms and the computed forces on them: element, x, y, z (angstrom), force x, y, z (eV/angstrom)
Si	1.313	1.12	29.802	-0.001	-0.008	0.001
Si	2.645	1.995	28.087	0.005	0.014	0.027
Si	-0.689	5.951	28.636	-0.011	0.012	0.005
Si	3.45	10.195	24.254	0.005	-0.006	0.034
Si	1.308	12.147	29.595	0	0.004	0.02
Si	0.266	11.389	27.566	-0.016	-0.015	0.015
Si	5.215	0.124	28.331	0.003	0.008	0.015
Si	9.795	4.288	29.915	0.006	0	0.013
Si	5.039	5.447	28.43	-0.007	-0.007	0.011
Si	7.241	8.131	28.662	-0.003	-0.004	-0.008
Si	5.887	10.098	28.572	0	-0.011	0.022
Si	8.473	13.187	28.755	0.009	0.002	0.014
Si	9.501	-1.518	30.033	0.004	-0.009	-0.01
Si	13.505	2.892	28.394	-0.015	-0.007	0.033
Si	11.686	5.329	27.868	0.018	0.006	0.007
Si	13.433	6.856	28.338	-0.008	-0.022	0.001
Si	10.377	11.794	28.42	0	-0.004	0.01
Si	14.835	14.87	29.733	0.006	0.008	-0.005
Si	0.188	-0.414	28.503	-0.01	-0.002	0.029
Si	3.961	4.107	29.897	-0.002	0.008	0.003
Si	1.176	6.786	29.894	0.002	-0.008	0.008
Si	2.877	7.724	28.572	0.011	0.002	0.031
Si	2.547	13.81	28.435	0.002	0.013	0.015
Si	4.124	14.918	29.75	-0.016	-0.011	-0.004
Si	6.812	1.352	29.582	0.003	0.004	0.007
Si	8.185	2.437	27.938	0	0	0.02
Si	6.43	6.499	30.005	0.016	0.019	-0.002
Si	9.558	9.43	29.987	-0.008	-0.001	0.005
Si	6.787	11.976	29.793	0.011	-0.008	0.008
Si	11.066	15.477	28.398	-0.005	-0.008	0.022
Si	12.4	1.453	29.867	0.008	0.007	0.008
Si	14.992	4.062	29.793	-0.001	0.011	0.01
Si	12.833	7.35	30.467	0.01	0.004	-0.021
Si	14.376	9.125	30.404	-0.017	-0.011	0.003
Si	12.044	12.37	30.02	-0.007	0.007	-0.001
Si	12.976	13.974	28.593	-0.006	-0.002	0.016
Si	0.037	2.658	31.107	0.008	-0.006	0.02
Si	2.765	-0.101	31.178	-0.004	0.014	0.007
Si	-0.012	8.195	31.338	0.007	-0.006	-0.007
Si	2.584	5.437	31.288	0.016	0.004	0.005
Si	-0.066	13.491	31.058	-0.014	0.014	-0.002
Si	2.678	10.836	31.055	0.018	-0.008	0
Si	5.47	2.696	31.074	-0.008	0	0.001
Si	8.139	0.052	31.093	-0.001	-0.008	0.014
Si	5.299	8.029	31.362	-0.019	-0.005	0.003
Si	8.153	5.42	31.184	-0.012	-0.001	0.007
Si	5.47	13.511	31.072	0.013	0.009	0.01
Si	8.167	10.811	31.305	0	0.006	0.006
Si	11.029	2.802	31.263	-0.002	-0.005	-0.003
Si	13.648	-0.025	31.212	-0.007	-0.006	0.006
Si	10.946	8.245	31.413	0.008	0.005	-0.009
Si	13.749	5.399	31.373	0	0.012	0.013
Si	10.838	13.637	31.51	0.002	0	-0.019
Si	13.408	10.978	31.394	-0.003	-0.009	0.004
Si	1.31	4.003	32.598	0.006	0.038	0.031
Si	4.119	1.321	32.49	-0.002	0.003	0.022
Si	1.363	9.587	32.59	-0.017	-0.024	0.047
Si	3.932	6.757	32.721	0.006	-0.007	-0.01
Si	1.335	14.875	32.471	-0.003	-0.018	0.019
Si	4.046	12.221	32.452	-0.036	-0.009	0.02
Si	6.802	4.033	32.53	0.013	0.006	0.026
Si	9.542	1.404	32.496	0	-0.002	0.031
Si	6.775	9.433	32.608	-0.005	-0.014	0.015
Si	9.509	6.793	32.583	0.012	0.006	0.031
Si	6.811	14.945	32.459	0.001	-0.008	0.013
Si	9.474	12.192	32.732	0.027	0.008	-0.001
Si	12.318	4.109	32.697	-0.009	0.005	0.02
Si	15.014	1.353	32.548	-0.019	-0.008	0.016
Si	12.187	9.603	32.825	0.013	-0.031	0.016
Si	15.071	6.764	32.736	-0.033	0.018	0.02
Si	12.282	15.023	32.685	0.007	0.005	0.011
Si	14.947	12.268	32.595	-0.003	-0.01	0.037
Si	0.039	-0.043	33.882	0.012	0.029	0.21
Si	2.737	2.661	33.888	0.043	-0.088	0.199
Si	0.044	5.388	34.059	0.084	-0.074	0.257
Si	2.646	8.207	34.025	0.072	-0.032	0.2
Si	-0.015	10.914	33.964	-0.007	0.011	0.192
Si	2.711	13.572	33.882	0.026	0.016	0.18
Si	5.462	-0.037	33.864	0.017	0.011	0.169
Si	8.176	2.708	33.92	-0.017	0.018	0.198
Si	5.419	5.365	33.929	-0.079	0.059	0.188
Si	8.169	8.131	33.975	-0.034	0.01	0.233
Si	5.401	10.88	33.874	0.04	-0.004	0.23
Si	8.112	13.632	33.949	-0.042	0.029	0.195
Si	10.869	0.065	33.95	0.017	-0.034	0.2
Si	13.68	2.709	33.982	0.015	-0.017	0.23
Si	10.881	5.458	33.98	0.004	-0.016	0.209
Si	13.626	8.157	34.027	0.016	-0.021	0.192
Si	10.832	10.898	34.142	-0.115	0.115	0.269
Si	13.644	13.636	34.01	-0.026	0.041	0.207
Si	1.379	1.325	35.28	0.177	-0.113	0.012
Si	4.061	4.007	35.293	0.185	0.103	0.234
Si	1.344	6.812	35.389	0.118	-0.081	0.472
Si	4.07	9.573	35.307	-0.093	-0.158	0.303
Si	1.364	12.266	35.318	-0.006	-0.018	0.149
Si	4.088	14.969	35.245	-0.055	-0.087	-0.006
Si	6.814	1.326	35.265	0.012	-0.08	0.073
Si	9.527	4.073	35.319	-0.032	-0.022	0.165
Si	6.795	6.75	35.27	-0.074	-0.003	0.361
Si	9.507	9.469	35.4	-0.218	0.199	0.565
Si	6.749	12.247	35.278	-0.003	0.153	0.144
Si	9.508	14.991	35.29	0.004	0.036	0.185
Si	12.27	1.382	35.316	-0.105	0.007	0.307
Si	14.979	4.074	35.4	0.16	-0.19	0.343
Si	12.23	6.803	35.37	0.066	0.06	0.248
Si	14.991	9.53	35.354	-0.011	-0.046	0.286
Si	12.277	12.256	35.379	-0.146	0.224	0.459
Si	15.023	15.004	35.329	-0.103	-0.136	0.274
Si	0.037	2.707	6.941	-0.153	0.234	-0.184
Si	2.767	0.009	6.899	-0.053	0.048	-0.113
Si	-0.024	8.171	6.992	0.021	0.081	-0.263
Si	2.749	5.432	6.897	-0.171	0.05	-0.423
Si	0.035	13.644	6.95	-0.122	-0.035	-0.163
Si	2.73	10.931	6.95	-0.029	-0.024	-0.15
Si	5.438	2.663	6.902	0.021	0.154	-0.13
Si	8.141	-0.012	6.927	0.009	0.03	-0.143
Si	5.452	8.159	6.828	0.012	-0.038	-0.481
Si	8.174	5.453	6.922	-0.022	0.023	-0.201
Si	5.429	13.626	6.902	0.097	0.014	-0.149
Si	8.152	10.894	6.883	0.336	-0.15	-0.488
Si	10.917	2.726	6.93	-0.014	-0.181	-0.243
Si	13.654	0.039	6.92	0.011	-0.024	-0.243
Si	10.886	8.131	7.024	0.067	-0.01	-0.138
Si	13.571	5.435	6.994	-0.002	0.126	-0.106
Si	10.899	13.648	6.893	0.08	-0.193	-0.477
Si	13.636	10.87	6.986	0.035	-0.041	-0.155
Si	1.406	4.091	8.283	-0.057	0.042	-0.206
Si	4.132	1.306	8.344	-0.021	0.027	-0.199
Si	1.37	9.553	8.299	-0.044	0.038	-0.181
Si	4.084	6.84	8.198	-0.055	0.066	-0.257
Si	1.426	15.012	8.284	-0.031	0.022	-0.201
Si	4.095	12.314	8.312	0.011	-0.041	-0.199
Si	6.746	4.126	8.208	-0.021	-0.005	-0.186
Si	9.549	1.338	8.243	0.006	0.008	-0.179
Si	6.863	9.451	8.179	0.068	-0.067	-0.274
Si	9.535	6.751	8.388	0.008	-0.006	-0.194
Si	6.787	14.956	8.324	-0.002	-0.007	-0.182
Si	9.534	12.271	8.221	0.035	-0.038	-0.218
Si	12.22	4.063	8.375	0.031	-0.011	-0.217
Si	14.969	1.42	8.331	-0.028	0.03	-0.218
Si	12.278	9.486	8.368	0.01	-0.006	-0.19
Si	14.922	6.818	8.349	0.022	-0.04	-0.194
Si	12.301	14.97	8.226	0.053	-0.028	-0.233
Si	14.99	12.278	8.309	0.004	0.005	-0.176
Si	0.092	0.1	9.601	0.02	0.007	-0.007
Si	2.857	2.822	9.643	-0.014	-0.014	-0.019
Si	-0.023	5.425	9.627	0.014	0.022	-0.005
Si	2.718	8.139	9.6	0.008	0.021	-0.012
Si	0.027	10.929	9.661	-0.002	-0.009	-0.01
Si	2.732	13.681	9.73	0.005	0.004	-0.028
Si	5.383	-0.139	9.803	0.033	0.019	-0.027
Si	8.106	2.735	9.472	0.004	-0.007	-0.009
Si	5.466	5.591	9.583	0.007	-0.037	-0.028
Si	8.193	8.192	9.689	-0.014	-0.017	-0.013
Si	5.551	10.844	9.445	0.006	0.045	-0.014
Si	8.228	13.617	9.641	-0.003	0.001	-0.033
Si	10.959	-0.04	9.575	-0.039	-0.008	-0.024
Si	13.594	2.752	9.78	-0.006	-0.018	-0.02
Si	10.836	5.337	9.797	-0.009	0.011	-0.016
Si	13.586	8.11	9.821	0.019	0.022	-0.027
Si	10.913	10.952	9.591	-0.001	-0.001	-0.007
Si	13.627	13.654	9.662	0.017	-0.007	-0.024
Si	1.436	1.536	10.942	-0.002	-0.005	0
Si	4.123	4.327	11.001	-0.005	0.002	-0.002
Si	1.289	6.806	10.965	-0.007	-0.008	-0.007
Si	4.181	9.541	10.783	-0.001	-0.014	-0.006
Si	1.379	12.307	11.034	-0.011	-0.015	-0.007
Si	3.902	14.978	11.333	-0.009	0.003	-0.014
Si	6.928	1.26	10.836	0.009	0.015	0
Si	9.307	3.989	11.051	0.003	-0.021	-0.015
Si	6.79	6.891	11.07	-0.016	0.018	-0.019
Si	9.622	9.584	10.962	0.005	0.007	-0.008
Si	6.984	12.06	10.857	-0.006	-0.002	0
Si	9.705	14.893	10.994	0.005	0.011	0.006
Si	12.173	1.32	11.047	0.013	-0.011	-0.016
Si	15.014	4.139	11.125	0.015	-0.003	-0.018
Si	12.253	6.601	11.215	0	0.002	-0.012
Si	15.005	9.601	11.036	0.008	0.001	-0.002
Si	12.228	12.271	11.026	-0.008	0.003	-0.002
Si	15.057	15.077	10.907	-0.018	0.015	0.006
Si	1.6	4.101	13.854	-0.002	0.007	-0.007
Si	2.663	0.285	12.45	-0.006	0.006	0.001
Si	0.087	8.276	12.35	0.009	-0.001	0.001
Si	2.711	5.62	12.397	-0.005	0.005	0.002
Si	-1.707	12.846	13.557	-0.008	0.002	-0.001
Si	2.993	11.006	12.134	0.008	0.004	0.003
Si	5.791	3.613	12.492	-0.003	-0.027	0.005
Si	8.608	0.275	12.072	-0.01	-0.006	-0.006
Si	6.462	10.129	13.634	-0.004	0.001	0.013
Si	9.142	6.858	14.504	0.008	0.007	0.018
Si	4.283	14.121	13.646	0.017	-0.006	-0.015
Si	8.319	10.913	12.416	-0.001	-0.001	0.005
Si	10.191	2.094	12.135	-0.006	0.001	-0.008
Si	15.307	1.263	13.598	-0.002	0.002	-0.003
Si	12.537	9.379	13.586	0	0.011	-0.005
Si	14.853	7.262	13.843	0.012	0.004	0
Si	10.973	13.615	12.543	0.008	-0.005	-0.008
Si	16.401	13.788	12.345	0.007	0	-0.003
Si	0.182	2.839	12.381	0	-0.015	0
Si	4.023	2.332	14.482	0	-0.008	0.018
Si	1.964	9.313	13.333	0	-0.015	0.008
Si	3.266	7.475	15.751	0.008	-0.006	0.017
Si	1.089	15.427	13.769	0.002	0.012	-0.002
Si	4.964	11.983	13.079	0.003	0.004	0.011
Si	7.68	5.145	12.382	0.008	-0.01	-0.003
Si	10.639	2.314	14.361	0.012	0	0.016
Si	5.46	8.368	12.383	-0.007	0	-0.004
Si	10.174	4.884	16.201	0	-0.001	0.025
Si	6.949	15.501	14.596	0.007	0	0.011
Si	9.444	12.385	13.939	0	-0.002	-0.012
Si	13.382	3.055	14.886	0.001	-0.009	0.021
Si	13.7	0.052	12.33	0.01	-0.005	0.007
Si	10.563	10.957	15.453	0.003	-0.004	0.005
Si	13.806	5.42	12.71	0.003	0.002	0.007
Si	12.928	14.55	13.576	0.005	-0.002	0.008
Si	13.682	11.024	12.376	-0.002	-0.002	-0.006
Si	21.482	6.717	20.09	0.004	-0.001	0.023
Si	12.771	-16.547	21.434	-0.002	0.003	0.034
Si	-3.385	7.537	24.435	0	0	0.033
Si	4.053	9.337	29.845	0.006	-0.009	-0.017
Si	15.528	28.188	22.765	-0.006	-0.009	0.036
Si	-12.764	30.804	18.091	0.003	0.002	0.034
Si	8.615	12.744	21.988	-0.002	-0.002	0.034
Si	20.854	21.459	17.526	-0.001	-0.001	0.021
Si	11.62	1.254	23.775	-0.008	0.001	0.038
Si	6.198	20.846	26.498	0.006	0.012	0.029
Si	10.965	24.556	12.285	-0.001	0.007	-0.005
Si	26.805	3.535	21.976	0.005	0	0.032
Si	3.589	-8.812	13.482	-0.004	0.01	0.005
Si	22.436	9.866	25.462	0.006	-0.011	0.034
Si	14.074	2.338	25.345	0.003	0	0.03
Si	17.741	25.396	26.065	0.006	-0.012	0.033
Si	3.042	13.073	25.446	-0.004	-0.004	0.031
Si	-0.207	0.144	25.517	-0.001	0.001	0.03
Si	1.793	10.459	21.713	-0.004	0.003	0.035
Si	-3.754	11.83	26.697	-0.004	0.005	0.032
Si	5.719	12.446	17.312	0	-0.001	0.026
Si	2.894	16.986	19.91	0.004	0.001	0.028
Si	15.321	14.848	17.797	0.003	0.005	0.029
Si	13.041	-5.774	23.875	0.004	0.001	0.036
Si	32.358	20.668	24.048	0.001	0	0.033
Si	19.824	10.08	17.422	0.001	-0.004	0.027
Si	33.027	17.387	18.514	-0.002	0.003	0.018
Si	-1.351	12.442	15.835	0.006	-0.001	0.017
Si	16.789	6.199	15.936	0.001	-0.002	0.025
Si	32.08	6.757	25.624	0	-0.003	0.038
Si	12.025	12.055	16.94	-0.003	0.005	0.024
Si	17.233	-10.572	18.964	-0.004	0.001	0.024
Si	8.595	-1.163	18.09	0.003	0	0.028
Si	22.561	21.036	22.203	-0.002	-0.001	0.033
Si	14.086	-6.731	28.169	0.01	0.003	0.015
Si	-3.845	15.028	16.712	0.004	0.001	0.015
Si	7.982	9.217	16.127	-0.003	0.001	0.028
Si	-8.479	13.56	15.478	-0.003	0.006	0.014
Si	10.289	0.913	16.82	-0.002	-0.002	0.019
Si	-4.087	44.526	19.898	0	-0.001	0.026
Si	-9.861	-4.741	20.025	0	0	0.032
Si	10.459	-1.904	20.451	0.004	0	0.017
Si	18.98	24.608	19.872	-0.005	0.002	0.023
Si	19.802	12.559	20.517	-0.003	-0.001	0.034
Si	18.725	30.451	15.197	-0.011	0.001	0.013
Si	12.284	22.402	21.643	0.004	0.001	0.029
Si	25.113	-10.737	23.149	0.004	0.006	0.03
Si	18.161	2.209	25.075	-0.002	-0.002	0.035
Si	39.475	12.62	24.303	-0.003	-0.005	0.036
Si	23.707	20.378	17.261	-0.003	0	0.023
Si	7.547	7.404	26.488	-0.011	0.004	0.029
Si	27.073	26.724	21.984	0	-0.003	0.035
Si	17.641	11.173	15.781	-0.004	-0.008	0.021
Si	21.088	2.901	23.995	-0.003	0.007	0.036
Si	7.453	8.722	19.241	0.004	-0.005	0.023
Si	-2.307	2.259	19.786	0	0.002	0.024
Si	9.806	7.628	21.028	0.004	-0.006	0.024
Si	-6.021	23.08	25.659	-0.001	-0.005	0.035
Si	22.416	1.433	16.573	0.002	0.004	0.025
Si	12.027	3.346	17.608	0.005	-0.001	0.03
Si	8.074	19.449	20.174	0.003	0.004	0.024
Si	30.965	13.663	20.545	0	-0.004	0.024
Si	4.924	16.769	22.073	0.003	0.002	0.038
Si	18.803	3.146	18.427	-0.001	-0.002	0.02
Si	6.706	16.914	19.415	-0.002	0.004	0.025
Si	15.06	4.933	21.072	-0.003	0.002	0.035
Si	4.537	30.248	23.057	0.003	-0.004	0.029
Si	39.803	14.875	26.362	0.007	0.001	0.033
Si	16.306	13.387	25.35	0.001	0.004	0.028
Si	9.547	16.58	25.995	0	-0.005	0.032
O	-8.128	15.785	25.547	-0.001	-0.001	-0.008
O	-9.078	-0.884	18.967	0.003	-0.004	-0.006
O	3.256	-3.009	27.033	-0.001	-0.005	-0.019
O	14.095	2.354	26.969	0.006	-0.001	-0.02
O	-9.322	-7.803	25.441	-0.004	0.009	-0.016
O	21.874	42.878	26.952	-0.002	0.005	-0.022
O	7.053	19.933	21.339	0.006	-0.007	-0.025
O	4.651	18.045	15.845	-0.005	0.003	-0.012
O	-4.643	4.568	21.748	0	0	-0.007
O	10.102	8.913	21.963	-0.002	-0.002	-0.008
O	11.03	2.148	22.559	-0.004	0.004	-0.017
O	3.499	11.571	25.094	0.001	-0.002	-0.012
O	9.266	-12.987	28.707	-0.004	-0.001	0.002
O	12.265	-12.505	27.901	-0.002	0	-0.009
O	-4.487	-5.739	20.814	0.005	0.007	-0.009
O	6.268	2.113	12.082	-0.011	0.013	0.009
O	6.986	5.905	26.063	0.003	-0.003	-0.013
O	10.071	10.209	28.644	0.001	0	-0.004
O	6.792	26.21	15.234	0.001	-0.001	-0.023
O	24.519	-3.419	23.529	0.007	-0.001	-0.022
O	3.057	26.791	22.723	-0.011	0.001	-0.029
O	7.662	3.924	18.843	-0.005	0.005	-0.023
O	11.273	6.964	20.714	-0.002	0.002	-0.012
O	10.827	5.461	26.496	-0.01	0.004	-0.019
O	18.298	2.436	26.677	-0.002	-0.001	-0.02
O	6.295	7.612	19.394	0.001	0.001	-0.006
O	10.967	-20.671	26.889	0.01	-0.003	-0.01
O	12.931	10.662	27.772	0	-0.007	-0.014
O	15.613	13.039	21.667	-0.003	0.004	-0.007
O	9.739	14.613	19.045	-0.006	0.002	-0.011
O	2.148	8.302	27.258	-0.012	0.012	-0.027
O	23.607	3.453	27.071	-0.004	0	-0.012
O	15.247	17.985	18.914	0.007	-0.003	-0.011
O	15.485	14.256	19.3	0.003	0.007	-0.023
O	16.73	10.802	22.465	0.005	-0.001	-0.016
O	22.292	15.781	27.028	0.002	-0.004	-0.007
O	1.698	9.039	20.94	0.005	-0.007	-0.012
O	-0.756	13.738	16.645	-0.002	-0.01	-0.015
O	6.935	-5.173	24.968	0.002	0.012	-0.019
O	23.542	5.301	23.354	-0.004	-0.002	-0.014
O	11.343	15.734	20.77	-0.006	-0.005	-0.02
O	7.929	14.054	27.486	-0.014	0.008	-0.014
O	-4.84	16.221	17	-0.002	0.005	-0.005
O	7.932	1.548	19.842	-0.002	-0.006	-0.014
O	0.788	21.234	15.02	0.003	-0.006	-0.015
O	2.619	19.449	14.686	-0.003	0.001	-0.011
O	3.562	13.509	21.83	-0.003	-0.007	-0.02
O	-12.614	17.514	13.379	-0.001	-0.006	-0.008
O	15.443	6.845	15.313	-0.008	-0.001	-0.014
O	10.804	2.284	17.48	-0.002	-0.002	-0.008
O	13.14	19.745	16.433	0.003	0.001	-0.016
O	13.766	-3.933	19.997	-0.003	0.002	-0.01
O	9.915	17.501	15.266	0	0.005	-0.014
O	8.957	6.483	21.801	0.001	0.008	-0.019
O	11.634	9.884	14.845	0	-0.001	-0.007
O	9.777	7.702	13.304	-0.001	-0.005	-0.004
O	6.02	4.873	17.011	0.001	0	-0.009
O	8.517	14.093	16.884	-0.002	-0.007	-0.018
O	16.219	0.097	14.307	0.008	-0.007	-0.015
O	9.331	10.117	16.125	0	0.003	-0.01
O	14.755	2.218	14.81	-0.002	0.001	-0.006
O	11.375	-3.209	20.354	0.002	-0.001	-0.01
O	13.397	1.089	20.707	0.003	0.004	-0.015
O	4.88	-4.577	20.34	0.001	-0.001	-0.007
O	9.559	11.456	21.828	-0.001	0.004	-0.009
O	18.519	11.593	20.641	0.001	0.006	-0.012
O	30.004	-7.983	14.169	0.002	-0.004	-0.007
O	25.952	3.352	20.607	-0.007	-0.002	-0.01
O	23.067	12.168	18.534	-0.003	0.004	-0.022
O	5.862	17.506	18.157	-0.002	0.003	-0.019
O	13.78	15.322	17.634	-0.01	-0.004	-0.016
O	13.324	4.347	13.896	-0.003	0.01	-0.02
O	-0.591	4.682	22.507	-0.006	0.004	-0.03
O	12.838	2.971	18.938	-0.008	0.002	-0.017
O	30.993	3.438	20.653	-0.003	-0.007	-0.005
O	3.093	13.403	19.195	0.001	0.008	-0.022
O	1.384	14.894	28.014	0.006	-0.005	-0.012
O	10.693	21.787	29.173	-0.001	-0.002	0.001
O	14.189	6.774	25.146	-0.005	0.003	-0.015
O	16.067	12.753	26.835	0.005	0.002	-0.014
O	-2.622	24.54	27.397	0.001	0.01	0.003
O	6.746	16.486	15.863	0.002	-0.007	-0.011
O	3.986	22.99	27.983	0.001	0	-0.004
O	3.574	20.138	17.43	0.003	0.002	-0.007
O	9.537	22.705	24.312	-0.007	-0.007	-0.029
O	4.989	-2.439	17.529	0.001	-0.001	-0.01
O	27.542	4.754	17.454	-0.005	0.001	-0.012
O	18.112	4.412	19.161	0.002	0	-0.009
O	-6.97	14.122	21.597	0.002	0.003	-0.01
O	18.206	12.559	15.149	0.007	0.012	-0.005
O	-10.471	-3.601	11.864	0.012	0	-0.012
O	7.544	25.403	17.667	0.003	0.004	-0.029
O	26.724	17.042	24.691	0.01	0.005	-0.023
O	17.978	7.295	15.884	0.004	0.002	-0.009
O	5.815	0.529	20.738	0.008	-0.001	-0.016
O	20.24	23.931	20.626	-0.001	0.002	-0.019
O	8.243	-10.661	13.846	-0.011	-0.002	-0.027
O	25.219	-8.195	19.777	-0.01	0.005	-0.007
O	37.569	20.382	22.858	0.007	0.004	-0.012
O	16.063	11.266	16.087	0.004	0.003	-0.008
O	2.1	10.847	17.142	-0.004	0.002	-0.014
O	36.231	15.905	18.867	0	-0.008	-0.011
O	14.073	27.469	22.766	0.003	0.003	-0.005
O	5.468	-12.72	25.308	-0.008	-0.012	-0.024
O	4.669	11.197	17.278	-0.003	0.001	-0.007
O	-4.581	13.649	17.112	0.003	0	-0.012
O	14.688	3.729	24.763	0.004	0.003	-0.012
O	-0.34	5.995	27.034	0.004	0	-0.022
O	31.771	-6.053	27.64	0.009	0.014	-0.017
O	25.808	20.477	23.078	0.005	-0.004	-0.012
O	-8.108	-8.56	15.454	0.002	-0.003	-0.009
O	21.562	15.329	22.729	-0.002	0.007	-0.016
O	18.108	7.12	19.136	-0.001	-0.003	-0.008
O	3.27	2.454	24.408	0.007	0.001	-0.015
O	18.694	9.128	24.779	0.003	0.006	-0.017
O	-0.497	31.253	25.198	0	-0.004	-0.009
O	-2.562	5.913	21.046	0.003	-0.001	-0.008
O	3.766	-7.426	16.341	-0.002	-0.003	-0.01
O	10.427	-12.578	15.07	0	-0.007	-0.013
O	16.084	5.678	20.079	0.009	0.003	-0.012
O	17.189	3.254	24.325	-0.001	0.003	-0.012
O	2.924	-12.94	28.84	-0.009	-0.018	-0.008
O	21.929	29.032	23.234	-0.005	0.003	-0.009
O	11.621	7.644	25.369	0.008	0.001	-0.016
O	14.965	17.401	24.88	-0.001	0.001	-0.006
O	1.518	9.945	14.777	0.002	0.003	-0.012
O	6.986	26.381	20.064	0.001	-0.001	-0.015
O	12.484	16.426	23.013	0.004	-0.008	-0.022
O	19.732	16.818	21.453	-0.007	0.002	-0.019
O	32.849	-10.563	24.614	-0.001	-0.007	-0.02
O	8.741	24.532	29.334	0.006	0.004	0.002
O	28.57	1.998	14.451	-0.001	0.002	-0.01
O	35.294	14.559	16.763	-0.005	-0.005	-0.032
O	11.511	10.625	23.378	-0.007	0.001	-0.017
O	16.054	16.65	27.127	-0.001	0.003	-0.024
O	24.246	32.532	13.507	0.004	0.003	-0.007
O	37.788	19.752	13.973	0.007	0.008	-0.017
O	22.94	12.575	15.953	0.005	0.002	-0.013
O	7.163	18.976	16.48	-0.001	-0.003	-0.009
O	16.395	24.578	25.665	0	0.002	-0.009
O	4.579	5.62	19.055	-0.003	-0.005	-0.014
O	-17.063	12.469	24.248	-0.001	-0.005	-0.023
O	22.835	-2.558	25.383	-0.002	-0.009	-0.017
O	-3.055	-3.1	27.13	0.005	-0.009	-0.011
O	3.267	18.508	19.457	-0.002	0.003	-0.011
O	4.917	25.892	24.413	-0.009	0.002	-0.018
O	17.597	16.881	19.79	-0.002	0	-0.016
O	1.292	2.194	17.773	0.001	0.001	-0.007
O	13.466	9.026	24.122	-0.004	0.004	-0.013
O	17.588	-5.713	26.526	-0.001	0	-0.001
O	8.999	16.638	17.539	0.007	0.003	-0.01
O	13.078	11.427	25.234	0.002	-0.01	-0.029
O	17.861	-3.013	25.028	0.001	-0.002	-0.01
O	-10.859	-17.481	14.021	-0.018	-0.003	-0.007
O	20.362	17.482	27.787	-0.001	-0.003	-0.005
O	3.32	-6.979	18.853	0.004	0.007	-0.018
O	12.458	6.751	23.104	-0.006	-0.008	-0.019
O	0.245	5.765	17.477	0	0.003	-0.022
O	3.914	6.278	16.601	-0.003	0.006	-0.01
O	32.688	16.082	17.603	-0.002	-0.005	-0.007
O	12.858	14.996	15.153	0	-0.002	-0.013
O	13.566	28.253	16.426	0.005	0.005	-0.011
O	9.177	23.833	26.511	0.007	-0.003	-0.014
O	23.667	28.823	21.038	-0.007	-0.004	-0.019
O	5.791	22.291	21.331	-0.003	0.01	-0.02
O	13.762	14.847	21.239	0.004	-0.001	-0.011
O	11.406	17.013	28.811	-0.001	-0.005	-0.003
O	26.682	6.285	15.423	-0.003	0.004	-0.012
O	21.626	17.881	23.216	0.001	-0.01	-0.021
O	17.545	0.7	24.922	0.002	0.002	-0.008
O	24.969	4.827	16.664	0.005	0.004	-0.011
O	28.922	2.126	24.738	-0.007	-0.005	-0.014
O	10.499	15.586	26.867	-0.007	0.009	-0.021
O	11.922	44.036	18.399	-0.003	0.005	-0.024
O	9.02	1.474	26.927	0.003	-0.005	-0.013
O	20.152	14.11	24.49	0.004	0.003	-0.016
H	2.222	0.525	36.212	-0.381	0.29	-0.212
H	0.57	2.159	36.212	0.174	-0.239	-0.364
H	3.274	4.862	36.226	0.138	-0.264	-0.317
H	4.893	3.195	36.226	-0.377	0.233	-0.222
H	0.52	7.631	36.321	0.187	-0.448	-0.218
H	2.173	5.997	36.321	-0.079	0.368	-0.203
H	3.254	10.4	36.239	0.374	-0.283	-0.237
H	4.882	8.741	36.239	-0.14	0.244	-0.261
H	2.195	11.454	36.25	-0.346	0.272	-0.259
H	0.557	13.103	36.25	0.335	-0.262	-0.281
H	4.909	14.146	36.177	-0.337	0.292	-0.269
H	3.282	15.806	36.177	0.284	-0.324	-0.291
H	7.633	0.501	36.198	-0.36	0.34	-0.254
H	5.981	2.136	36.198	0.26	-0.277	-0.299
H	10.362	3.264	36.251	-0.321	0.236	-0.275
H	8.714	4.903	36.251	0.267	-0.335	-0.243
H	7.641	5.954	36.203	-0.388	0.25	-0.231
H	5.993	7.591	36.203	0.139	-0.259	-0.255
H	10.341	8.659	36.333	-0.399	0.26	-0.249
H	8.706	10.311	36.333	0.056	-0.376	-0.168
H	5.945	13.087	36.211	0.225	-0.459	-0.194
H	7.586	11.44	36.211	-0.208	0.15	-0.341
H	10.344	14.184	36.222	-0.231	0.188	-0.318
H	8.675	15.801	36.222	0.388	-0.34	-0.207
H	11.445	2.201	36.249	0.4	-0.197	-0.229
H	13.104	0.573	36.249	-0.365	0.154	-0.266
H	14.143	4.882	36.333	0.224	-0.27	-0.291
H	15.808	3.259	36.333	-0.295	0.235	-0.168
H	13.044	5.973	36.303	-0.285	0.207	-0.283
H	11.403	7.62	36.303	0.357	-0.309	-0.263
H	14.164	10.347	36.286	0.307	-0.253	-0.269
H	15.8	8.695	36.286	-0.219	0.398	-0.26
H	13.09	11.426	36.312	-0.263	0.306	-0.258
H	11.459	13.082	36.312	0.365	-0.139	-0.165
H	14.201	15.825	36.261	0.325	-0.187	-0.274
H	15.84	14.177	36.261	-0.257	0.374	-0.239
H	0.847	1.873	6.009	-0.353	0.209	0.294
H	-0.791	3.522	6.009	0.308	-0.131	0.186
H	1.923	0.808	5.966	0.343	-0.212	0.245
H	3.573	-0.828	5.966	-0.248	0.412	0.256
H	0.8	7.352	6.06	-0.258	0.162	0.298
H	-0.833	9.006	6.06	0.324	-0.391	0.203
H	1.92	6.247	5.964	0.254	-0.227	0.18
H	3.536	4.577	5.964	-0.243	0.281	0.247
H	0.842	12.808	6.018	-0.296	0.311	0.246
H	-0.782	14.471	6.018	0.302	-0.265	0.253
H	3.546	10.103	6.017	-0.163	0.296	0.299
H	1.899	11.743	6.017	0.314	-0.317	0.226
H	6.272	1.853	5.97	-0.279	0.396	0.248
H	4.607	3.475	5.97	0.082	-0.431	0.246
H	7.323	0.813	5.994	0.339	-0.34	0.256
H	8.975	-0.822	5.994	-0.384	0.161	0.267
H	4.64	8.99	5.896	0.311	-0.163	0.221
H	6.254	7.317	5.896	-0.374	0.227	0.184
H	7.327	6.25	5.989	0.452	-0.111	0.263
H	8.987	4.623	5.989	-0.222	0.291	0.259
H	4.608	14.449	5.97	0.408	-0.263	0.255
H	6.233	12.787	5.97	-0.271	0.267	0.279
H	7.316	11.701	5.951	0.254	-0.286	0.278
H	8.953	10.052	5.951	-0.104	0.387	0.11
H	11.742	1.907	5.997	-0.248	0.362	0.235
H	10.082	3.535	5.997	0.3	-0.198	0.278
H	14.476	-0.782	5.987	-0.188	0.378	0.238
H	12.82	0.848	5.987	0.314	-0.272	0.249
H	11.713	7.314	6.091	-0.358	0.331	0.219
H	10.052	8.94	6.091	0.185	-0.211	0.317
H	14.406	4.627	6.062	-0.217	0.148	0.303
H	12.758	6.265	6.062	0.29	-0.406	0.201
H	11.717	12.822	5.961	-0.262	0.219	0.179
H	10.063	14.455	5.961	0.354	-0.226	0.23
H	12.822	11.7	6.053	0.112	-0.295	0.302
H	14.462	10.053	6.053	-0.339	0.37	0.21

Results
free energy: -284444.235 eV
free energy less fixed offsets of H -15.71, O -570.45, Si -639.56 eV per atom: 0.245 eV

The program warned: the cutoff lies below the one the program advises for these potential files; the forces do not sum to zero within the program's tolerance; empty levels may hold ghost states of the PAW files; the exchange-correlation potential is rough where the density is thin.
